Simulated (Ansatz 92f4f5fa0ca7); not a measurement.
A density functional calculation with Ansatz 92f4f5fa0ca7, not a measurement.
Periodic cell of 223 atoms, Si131O90As2, from a study of silicon, its oxide and their interface. The atomic structure is a simulated model.
Doubt: the cutoff is far below the 930 eV that the study's wrapper takes by default for these files, so forces and energies are approximate.
This geometry differs little from another in the collection (a relaxation step or a small displacement).

Settings
functional: PBE
potential files: Ansatz PAW
basis: plane waves
wave-function cutoff: 580 eV
density cutoff ratio: 5
exchange-correlation grid ratio: 1
k mesh: 1 x 1 x 1, Gamma-centred
self-consistency stop: 5e-08 eV per atom in the density residual
occupations: fixed
spin: none
net charge: 0

Cell vectors (angstrom)
a  10.938  0  0
b  0  10.938  0
c  0  0  32.1988

Atoms: element, x, y, z (angstrom)
Si  10.5942  0.2193  24.8748
Si  5.7452  10.6716  24.7494
Si  2.4807  2.9107  24.6522
Si  8.4372  2.4496  24.8261
Si  0.2796  5.1625  24.7583
Si  5.1646  5.7422  24.7066
Si  2.9452  7.9974  24.6037
Si  7.9465  8.4353  24.7414
Si  1.3323  1.3783  26.0473
Si  6.8515  1.306  26.1184
Si  4.0491  4.099  25.9939
Si  9.6075  4.0564  26.0808
Si  1.4002  6.8234  25.9994
Si  6.7774  6.8498  26.0346
Si  4.1055  9.5323  25.9999
Si  9.4696  9.5683  26.1547
Si  2.7341  -0.0117  27.3544
Si  8.163  -0.0189  27.5551
Si  0.0122  2.7216  27.4859
Si  5.4469  2.7411  27.3676
Si  2.7317  5.4661  27.4259
Si  8.1915  5.4681  27.3626
Si  0.0003  8.1807  27.3777
Si  5.4433  8.2  27.4459
Si  4.0848  1.3664  28.74
Si  9.5798  1.3596  28.8506
Si  1.3699  4.1181  28.8168
Si  6.8283  4.1018  28.7403
Si  4.0968  6.8196  28.8035
Si  9.562  6.8229  28.749
Si  1.3735  9.5599  28.7387
Si  6.7804  9.5463  28.8619
Si  0.0182  -0.0207  30.1541
Si  5.4409  0.0177  30.16
Si  2.739  2.7324  30.1447
Si  8.1922  2.7457  30.1483
Si  -0.0108  5.4763  30.1503
Si  5.4763  5.4601  30.1464
Si  2.7277  8.2029  30.1416
Si  8.2077  8.1898  30.1511
Si  1.3673  1.3673  31.515
Si  6.8362  1.3673  31.515
Si  4.1018  4.1018  31.515
Si  9.5708  4.1018  31.515
Si  1.3673  6.8362  31.515
Si  6.8362  6.8362  31.515
Si  4.1018  9.5708  31.515
Si  9.5708  9.5708  31.515
Si  2.7345  0  0.6835
Si  8.2035  0  0.6835
Si  0  2.7345  0.6835
Si  5.469  2.7345  0.6835
Si  2.7345  5.469  0.6835
Si  8.2035  5.469  0.6835
Si  0  8.2035  0.6835
Si  5.469  8.2035  0.6835
Si  4.1128  1.3683  2.0513
Si  9.5609  1.3708  2.0632
Si  1.3581  4.1332  2.042
Si  6.8529  4.0905  2.0611
Si  4.1027  6.8244  2.0305
Si  9.5588  6.8493  2.0507
Si  1.3565  9.5783  2.0392
Si  6.8183  9.604  2.0372
Si  -0.0098  -0.0103  3.4038
Si  5.4976  0.0346  3.4553
Si  2.7716  2.7966  3.3528
Si  8.205  2.7255  3.4775
Si  -0.0084  5.4932  3.4307
Si  5.46  5.457  3.3897
Si  2.7289  8.191  3.3799
Si  8.1916  8.2619  3.3706
Si  1.3759  1.4437  4.6822
Si  6.8538  1.3632  4.8935
Si  4.1771  4.0614  4.7926
Si  9.5304  4.1816  4.8217
Si  1.3766  6.8591  4.7738
Si  6.8107  6.8939  4.678
Si  4.034  9.6116  4.7115
Si  9.573  9.5314  4.7873
Si  2.7513  0.0965  6.0609
Si  8.3024  0.0018  6.1866
Si  0.0228  2.8064  6.12
Si  5.5283  2.7303  6.2982
Si  2.7951  5.4856  6.0592
Si  8.0977  5.6184  6.1401
Si  0.02  8.2034  6.166
As  5.4421  8.2884  6.1497
Si  3.9388  1.4957  7.5722
Si  9.8314  1.2287  7.4373
Si  1.748  3.8432  7.3593
Si  6.5915  4.4772  7.5215
Si  4.2629  6.6415  7.4712
Si  9.5013  6.9025  7.51
Si  1.1214  9.9593  7.3135
As  7.5437  9.0158  7.8735
O  8.9063  8.0086  8.6091
O  2.7993  2.6581  7.7562
O  9.5339  1.3391  24.2574
O  4.0638  6.8556  24.1361
O  0.0183  0.107  7.9204
O  5.4265  5.5851  7.9824
O  6.8532  9.5614  24.1975
O  1.3729  4.0532  24.1721
O  3.7009  7.3898  8.8464
O  1.4769  4.5012  8.8298
O  10.0977  5.656  8.4444
O  2.0381  9.4689  8.5803
O  7.4016  3.9831  8.8785
O  4.2922  0.9039  9.0911
O  6.8161  9.5418  9.4197
O  9.1536  1.9363  8.7645
O  7.7126  3.1297  23.5219
O  10.5145  5.8407  23.4434
O  5.0996  0.4343  23.4144
O  5.8762  5.0838  23.3787
O  3.1033  2.1957  23.2904
O  2.318  8.6974  23.2262
O  8.6412  7.7556  23.4095
O  0.2594  10.3032  23.6282
Si  4.392  1.5667  22.4864
Si  3.5092  7.926  14.1172
Si  7.1415  0.9622  14.6892
Si  0.964  9.3428  22.5398
Si  1.1805  4.2987  11.9268
Si  6.2979  8.9703  15.3634
Si  0.689  1.3549  12.3769
Si  8.6339  4.9425  20.5393
Si  0.4808  5.642  9.3906
Si  5.1238  3.1116  17.9655
Si  0.9082  3.7382  16.796
Si  10.4159  2.8443  19.2656
Si  5.2786  1.1792  10.3905
Si  0.9069  0.1777  19.8849
Si  6.6633  9.4709  11.0403
Si  9.351  9.6697  18.3957
Si  9.4382  9.2304  12.6762
Si  6.5742  3.8358  22.6019
Si  2.3601  8.1381  9.4308
Si  10.6132  7.3581  17.1609
Si  2.5246  6.2974  16.6614
Si  10.1954  4.4796  14.2346
Si  6.1619  9.1804  18.5622
Si  7.933  2.6194  9.6032
Si  8.8944  2.1507  12.4689
Si  5.3709  6.2347  18.1088
Si  3.935  0.5491  19.4907
Si  4.2684  3.8439  12.082
Si  5.5551  6.5835  12.2419
Si  8.0372  2.4944  17.2417
Si  4.3748  2.4751  14.9966
Si  1.565  1.2014  15.3286
Si  1.6119  9.4204  12.1151
Si  8.0843  6.8352  13.9278
Si  10.4207  9.8304  15.5778
Si  9.8226  7.0144  22.56
Si  8.1311  5.4721  17.4383
O  6.0346  7.9766  11.4472
O  6.0684  9.213  16.9436
O  7.69  1.3804  13.2179
O  0.8716  1.7211  13.9549
O  9.4664  6.2359  16.9391
O  6.8003  6.1696  13.1995
O  5.1671  4.6456  18.6402
O  9.2488  2.1533  18.3048
O  2.3786  0.0917  19.1008
O  9.4301  10.2258  16.8386
O  2.7858  4.4663  11.754
O  5.0757  10.3099  19.1404
O  9.4466  3.2485  13.5073
O  0.4772  1.7659  19.9904
O  3.1733  1.3511  15.0932
O  8.1728  5.3539  19.0495
O  3.9149  6.5922  17.4608
O  4.5849  3.2818  16.4154
O  9.0803  5.6477  14.3944
O  5.4461  2.7599  22.149
O  10.6992  4.1027  15.7208
O  0.3518  3.8729  18.325
O  10.4401  10.5082  19.2812
O  9.6919  10.0237  14.119
O  10.919  8.1219  22.0891
O  1.2465  2.1585  16.6026
O  9.7412  3.7401  20.4561
O  8.1509  4.0238  16.7048
O  0.0004  9.1025  11.9916
O  6.6045  2.3988  18.0208
O  5.5821  10.7413  11.2854
O  7.7639  9.5945  18.9146
O  10.044  1.0224  12.0987
O  1.1023  7.1308  9.2575
O  0.6341  4.7857  13.3912
O  5.7404  7.6142  19.0222
O  5.2471  5.0883  11.5777
O  2.7124  7.0155  15.2134
O  0.9561  2.7221  11.5495
O  0.9025  10.673  15.6492
O  2.4726  8.6322  10.9704
O  4.6724  2.4399  11.2873
O  4.2516  3.4978  13.7088
O  2.2121  4.6922  16.5406
O  10.7407  8.2435  15.7866
O  6.9489  10.2941  14.6959
O  2.3786  8.9499  13.492
O  8.0678  1.5153  15.9293
O  4.1419  6.9451  12.9791
O  4.1985  1.9997  18.7467
O  7.2939  4.4135  21.2793
O  8.4342  2.936  11.1181
O  1.2015  6.8608  17.4637
O  5.6777  1.5802  14.7991
O  8.1407  9.7617  11.7701
O  9.2082  6.2857  21.2496
O  9.0281  7.6878  12.9373
O  1.6827  0.1249  11.9642
O  6.6688  6.1456  17.0925
O  7.4234  7.8056  15.0799
O  1.2445  10.3059  21.264
O  10.0291  8.1847  18.4318
O  3.9526  0.8448  21.1014
O  0.2701  5.2431  10.9409
O  6.6948  1.5844  9.6935
O  4.8027  8.7075  14.7483

Results
free energy: -144173.909 eV
free energy less fixed offsets of As -4856.12, O -568.88, Si -635.61 eV per atom: 2.441 eV

Forces (eV/angstrom), in the order of the atoms: element, x, y, z
Si  0.0186  -0.0321  0.0086
Si  -0.0097  0.0163  -0.0453
Si  0.01  -0.0101  -0.0258
Si  -0.0254  0.0171  -0.0496
Si  0.006  0.0073  -0.041
Si  -0.0054  -0.0065  -0.0333
Si  -0.0033  -0.0046  -0.013
Si  0.0232  -0.0197  -0.0281
Si  0.0094  0.0169  0.0001
Si  0.0129  -0.0053  0.034
Si  -0.0074  0.0101  0.0125
Si  0.0062  0.0016  0.0173
Si  0.0126  0.0174  0.0229
Si  -0.0019  0.0115  -0.0004
Si  -0.013  -0.0066  0.0037
Si  -0.0165  0.0096  0.0251
Si  -0.0056  -0.003  -0.0692
Si  -0.0222  -0.0205  0.1225
Si  0.0066  0.0081  0.0884
Si  -0.0004  -0.0091  -0.056
Si  0.0037  0.0062  0.0377
Si  -0.0005  -0.0105  -0.0602
Si  -0.0014  -0.0133  -0.0543
Si  -0.0236  -0.0122  0.055
Si  0.0187  -0.0035  0.0781
Si  -0.0401  0.0009  -0.1308
Si  -0.0171  -0.052  -0.0938
Si  0.0193  -0.024  0.0829
Si  -0.0109  0.013  -0.0609
Si  0.0113  0.0247  0.0658
Si  -0.0192  0.0014  0.0813
Si  0.0941  0.0246  -0.1604
Si  0.0306  -0.0189  0.0161
Si  -0.0276  0.0426  0.0269
Si  -0.0106  0.0001  0.0038
Si  -0.0181  0.0109  0.0271
Si  -0.0091  0.0174  0.0263
Si  -0.0056  0.0049  0.0032
Si  0.0045  0.0137  0.0094
Si  -0.0168  0.0207  0.0217
Si  0.1199  -0.0355  -0.0007
Si  -0.054  0.0997  -0.0288
Si  0.0598  -0.1123  -0.0098
Si  -0.083  0.0773  0.0043
Si  -0.0635  0.0785  -0.0359
Si  0.1057  -0.102  0.0348
Si  -0.1937  0.0197  0.0169
Si  0.0506  -0.1529  -0.0019
Si  0.0403  0.0176  0.0612
Si  -0.0135  0.1656  -0.1013
Si  -0.0376  -0.0102  0.08
Si  0.1087  0.0025  0.0246
Si  -0.0946  0.1027  -0.2375
Si  0.0427  -0.0417  0.0722
Si  -0.0834  0.0004  -0.0623
Si  -0.0062  0.045  -0.0404
Si  0.0532  -0.0121  -0.0481
Si  0.0045  0.0232  0.0612
Si  -0.0472  0.0044  -0.0293
Si  0.0028  -0.046  -0.0332
Si  -0.0211  0.027  0.0672
Si  0.0335  0.0117  -0.062
Si  0.012  -0.1132  -0.0481
Si  -0.0202  0.0549  -0.0012
Si  0.0583  0.0326  0.1363
Si  -0.1741  0.0195  -0.0645
Si  -0.1009  -0.1848  0.2137
Si  -0.0978  0.1063  -0.0536
Si  -0.1147  0.0103  -0.033
Si  0.2068  0.0043  0.0043
Si  -0.0968  0.2284  -0.1109
Si  0.1101  -0.1521  0.0322
Si  -0.0098  0.1131  0.0727
Si  0.3169  -0.0513  0.0217
Si  0.0514  0.0317  -0.0759
Si  -0.0725  -0.038  0.137
Si  0.0864  0.0701  0.0128
Si  -0.4464  0.0937  0.0888
Si  -0.0243  -0.4124  -0.0073
Si  0.0397  0.1937  -0.1565
Si  -0.0501  0.0488  -0.1452
Si  -0.2384  0.1329  0.3048
Si  0.0992  -0.0266  0.0591
Si  -0.0845  0.0277  -0.0374
Si  -0.0351  -0.1223  0.1157
Si  0.2027  -0.1007  -0.2245
Si  0.0513  -0.174  0.0165
As  -0.1991  0.1615  -0.197
Si  -0.024  -0.0787  0.0944
Si  -0.0819  0.0242  -0.1683
Si  0.0545  -0.0275  -0.3612
Si  0.0243  0.0204  0.0564
Si  0.2238  0.1616  0.0161
Si  0.3008  -0.0842  0.3541
Si  -0.0242  0.1004  0.0064
As  -0.5247  -0.3417  0.0093
O  0.464  -0.1449  -0.0557
O  -0.0297  0.023  0.2621
O  -0.009  0.0164  0.0341
O  -0.003  0.0061  0.0136
O  0.0745  -0.0966  0.07
O  0.1679  -0.1637  0.031
O  -0.0052  0.011  0.0308
O  -0.0092  0.007  0.0252
O  -0.0073  0.0274  -0.0434
O  -0.0231  -0.092  0.0361
O  -0.1066  0.1191  0.0068
O  -0.021  0.0437  -0.0184
O  -0.0843  0.087  -0.0881
O  -0.0347  0.0514  -0.091
O  0.1738  0.1648  -0.1899
O  0.018  0.0259  0.0072
O  0.0044  0.005  -0.0039
O  0.0061  -0.0054  0.018
O  0.0034  -0.0095  0.0058
O  -0.0037  0.0042  0.0167
O  -0.002  0.0078  0.0112
O  -0.0109  0.0014  0.0048
O  -0.0077  -0.0004  -0.0046
O  -0.0194  0.0179  -0.0146
Si  -0.0034  -0.0098  -0.015
Si  0.0163  -0.0157  -0.0092
Si  0.0042  -0.0076  0.0138
Si  0.008  0.0091  -0.0171
Si  -0.0375  0.0359  -0.0245
Si  0.0052  0.0064  0.0047
Si  -0.0183  0.0011  0.0025
Si  0.0042  -0.0057  -0.009
Si  0.0657  0.0174  -0.0022
Si  -0.0001  0.0038  0.0057
Si  -0.0054  0.0024  0.001
Si  0.0016  -0.0048  -0.001
Si  0.0225  0.0084  0.0312
Si  -0.0168  -0.0013  -0.023
Si  0.1075  -0.0123  -0.007
Si  -0.0053  0.0004  0.0061
Si  -0.0255  0.0042  -0.0901
Si  0.0079  -0.0028  -0.0086
Si  -0.081  -0.0574  -0.0504
Si  0.0006  -0.0022  0.0163
Si  -0.0043  0.0008  0.0171
Si  0.0145  -0.0029  -0.0213
Si  -0.0012  -0.0082  0.0048
Si  0.0404  -0.0757  0.0059
Si  -0.0035  -0.0103  -0.0104
Si  0.0005  0.0108  0.0107
Si  0.0055  -0.005  -0.0074
Si  0.0028  -0.0151  0.0021
Si  0.0013  0.0397  -0.0053
Si  -0.004  -0.0026  0.0012
Si  0.0028  -0.0115  0.0135
Si  -0.0086  0.002  0.0099
Si  -0.0389  -0.0185  0.0058
Si  -0.0084  0.0235  -0.0165
Si  -0.0027  0.0101  0.002
Si  -0.0231  -0.0039  -0.0047
Si  -0.0013  0.0045  -0.0059
O  0.0023  0.0341  -0.006
O  0.0039  0.0018  0.0016
O  0.0033  0.0155  -0.0033
O  0.003  0.0005  -0.0036
O  -0.0053  0.0017  -0.002
O  0.0128  -0.0078  0.0158
O  -0.0027  -0.0041  0.0015
O  0.0001  0.0031  0.0008
O  0.0023  0.0014  0.0054
O  0.0021  -0.004  -0.0081
O  0.0123  0.0085  0.0073
O  -0.0059  0.0075  0.0025
O  -0.0013  0.0047  0.0004
O  0.0016  0.0011  0.007
O  0.0008  -0.0019  -0.0003
O  -0.0023  0.0015  0.0036
O  -0.0003  -0.0031  -0.0074
O  0.001  -0.0016  -0.0049
O  -0.0073  -0.0011  0.0176
O  0.0032  0.0041  0.0066
O  0.0031  0.0004  0.0015
O  -0.0013  -0.0008  0.0017
O  0.0085  0.0027  0.0019
O  0.0134  0.0027  0.0263
O  0.0016  0.0006  0.0147
O  0.0017  -0.004  0.0005
O  -0.0043  0.0042  0.0077
O  0.0015  0.0073  0.0007
O  -0.0129  0.0092  0.005
O  0.0012  0.0004  -0.0004
O  0.0376  -0.0553  0.0105
O  0.0027  0.0025  0.0007
O  0.0119  0.0162  0.0074
O  0.0632  0.0348  0.0427
O  0.0009  -0.0119  -0.004
O  0.0005  -0.002  -0.0029
O  -0.0276  -0.0091  0.0072
O  0.0017  0.0052  -0.0072
O  0.0051  -0.0001  -0.0099
O  0.0026  0.0025  0.0011
O  0.0259  0.0057  -0.0205
O  -0.0112  0.029  0.0112
O  -0.0073  0.0123  -0.0125
O  -0.0012  -0.0017  0.0019
O  0.0001  -0.0089  0.0015
O  -0.0052  -0.004  0.0164
O  0.0021  0.004  0.0042
O  0.0003  0.0049  0.0037
O  -0.0156  -0.0111  0.0082
O  0.0031  0.0011  0.0017
O  -0.0028  -0.0041  0.0062
O  -0.0075  0.0129  0.0342
O  -0.0033  0.0005  -0.0052
O  -0.0144  0.01  0.0022
O  -0.0304  0.0045  0.0375
O  0.0063  0.0106  0.0057
O  -0.0207  -0.019  0.0009
O  0.0107  -0.0063  0.0046
O  0.0056  -0.0047  0.0008
O  0.0059  -0.0065  0.0115
O  0.0002  -0.0073  0.0096
O  0.0027  0.0001  -0.0032
O  0.0013  0.003  0.0146
O  0.0595  -0.0243  0.0778
O  -0.0138  -0.024  0.002
O  -0.0035  0.0042  0.0031

The program warned: the cutoff lies below the one the program advises for these potential files; the exchange-correlation potential is rough where the density is thin.
